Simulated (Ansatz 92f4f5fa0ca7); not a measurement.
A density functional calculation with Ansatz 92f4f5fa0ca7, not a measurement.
Periodic cell of 122 atoms, Si78O44, from a study of silicon, its oxide and their interface. The atomic structure is a simulated model.

Settings: functional r2SCAN; potential files Ansatz norm-conserving; basis plane waves; wave-function cutoff 1300 eV; density cutoff ratio 4; exchange-correlation grid ratio 1; k mesh 2 x 2 x 1, shifted by 0.5 0.5 0.5 of a step; self-consistency stop 5e-08 eV per atom in the density residual; occupations Fermi-Dirac, 0.05 eV; spin none; net charge 0.

Cell vectors (angstrom)
a, 10.88, 0, 0
b, 0, 10.88, 0
c, 0, 0, 17.377

Atoms and the computed forces on them: element, x, y, z (angstrom), force x, y, z (eV/angstrom)
Si, 0.321, 0.011, -0.0749, 0.0407, 0.3781, -0.5537
Si, 2.5677, 2.8895, 0.4456, 0.152, -0.1771, -1.0243
Si, 0.394, 4.9886, -0.111, 0.1011, -0.1978, -1.0908
Si, 3.1699, 7.519, -0.2146, 0.2268, -0.2415, -0.5454
Si, 5.5326, -0.0849, -0.2959, 0.3143, -0.2603, -0.2613
Si, 7.6546, 3.0401, -0.3072, -0.2128, 0.2455, -0.1431
Si, 5.4559, 5.3636, 0.1291, -0.0131, -0.0412, -0.5765
Si, 7.7892, 8.4771, -0.3443, -0.1906, -0.1359, -0.3963
Si, 1.3757, 1.2966, 1.5505, -0.1792, -0.0873, -0.1092
Si, 4.1114, 4.1414, 1.5828, -0.0125, -0.0322, -0.1663
Si, 1.454, 6.6494, 1.1961, 0.0743, -0.0248, -0.1123
Si, 4.0593, 9.4473, 1.0479, 0.0018, 0.0066, -0.3167
Si, 6.7376, 1.3992, 1.1628, -0.1146, -0.1294, -0.238
Si, 9.4522, 4.0138, 1.0462, -0.0358, -0.0517, -0.1737
Si, 6.868, 6.839, 1.2121, 0.0976, 0.3696, -0.3648
Si, 9.5771, 9.4776, 1.0521, -0.1134, 0.1364, -0.2376
Si, -0.1391, 2.692, 2.6199, -0.1765, 0.0659, 0.0401
Si, 2.7809, -0.1388, 2.6369, 0.2817, -0.0929, -0.02
Si, 0.009, 8.0838, 2.4755, 0.1642, -0.0144, -0.065
Si, 2.6749, 5.471, 2.7944, -0.0097, 0.0583, 0.2962
Si, 5.4726, 2.6629, 2.7055, 0.0553, -0.145, 0.0513
Si, 8.2175, 0.0225, 2.5023, 0.0095, 0.1467, -0.2662
Si, 5.4778, 8.2271, 2.5424, -0.125, 0.0335, -0.0477
Si, 8.2354, 5.4455, 2.5084, -0.0004, -0.1004, -0.0924
Si, 1.2362, 4.0405, 4.0205, 0.129, 0.0281, 0.0544
Si, 4.0869, 1.2901, 4.0024, -0.0087, 0.0186, 0.0136
Si, 1.3369, 9.4533, 3.922, -0.0628, 0.0971, 0.0988
Si, 4.125, 6.8877, 3.9726, -0.0476, 0.1759, -0.0393
Si, 6.8842, 4.0883, 3.9442, -0.0453, -0.0342, -0.0318
Si, 9.4461, 1.3738, 4.0242, 0.1496, 0.0007, 0.0482
Si, 6.8535, 9.5787, 3.9257, 0.0326, 0.0094, -0.0398
Si, 9.5453, 6.7657, 3.9108, -0.1986, -0.2205, 0.0198
Si, -0.0214, -0.0229, 5.3081, -0.0395, 0.1112, -0.048
Si, 2.6607, 2.6599, 5.3209, -0.0198, -0.1975, 0.1155
Si, -0.1348, 5.3836, 5.391, 0.0388, 0.2593, -0.0782
Si, 2.7456, 8.2164, 5.3271, 0.1195, -0.162, 0.0492
Si, 5.5491, 0.0941, 5.3531, -0.0073, -0.0551, 0.0627
Si, 8.1914, 2.8029, 5.4354, -0.0616, -0.0421, 0.0017
Si, 5.4896, 5.4629, 5.2445, -0.1739, 0.0291, 0.0685
Si, 8.1803, 8.1331, 5.2725, 0.098, 0.0335, 0.0187
Si, 1.3002, 1.3127, 6.7585, 0.1899, 0.0256, 0.0653
Si, 4.0539, 4.1276, 6.5536, 0.1527, 0.16, -0.1292
Si, 1.256, 6.8445, 6.5411, 0.0673, -0.1212, -0.2455
Si, 4.1801, 9.6098, 6.6529, -0.0446, 0.0662, 0.0697
Si, 6.8454, 1.4867, 6.8087, -0.05, 0.0909, 0.1593
Si, 9.4498, 4.1176, 6.9699, -0.0437, 0.0261, 0.317
Si, 6.8092, 6.7929, 6.6713, -0.0489, -0.0103, -0.2659
Si, 9.5453, 9.4677, 6.6781, -0.0858, -0.093, 0.0078
Si, -0.0325, 2.6163, 8.2807, 0.0292, -0.0214, 0.3296
Si, 2.8415, 0.0434, 8.0681, 0.0133, 0.0757, 0.0214
Si, 0.2121, 8.273, 8.0422, -0.1163, -0.0817, 0.2113
Si, 2.5093, 5.4045, 7.7935, -0.042, -0.1014, 0.1256
Si, 5.4383, 3.0008, 8.0719, -0.1935, 0.4689, 0.1172
Si, 8.1452, -0.0926, 8.0202, 0.0587, -0.0682, -0.1794
Si, 5.318, 8.0146, 7.9682, 0.2767, 0.0447, 0.3862
Si, 8.1324, 5.7589, 8.3084, 0.2547, 0.0945, -0.0516
Si, 1.5495, 3.9716, 9.4479, 0.0703, -0.1028, 0.5793
Si, 5.0855, 1.2409, 11.045, -0.2251, -0.337, 0.3018
Si, 2.1267, 9.0322, 9.2886, -0.3253, 0.8303, 0.7817
Si, 3.4507, 7.0931, 9.0042, 0.4442, -0.9407, 0.4514
Si, 6.7961, 5.1121, 10.1499, 0.0141, -0.1253, 0.3929
Si, 9.4855, 1.0028, 9.5423, -0.2071, 0.1089, 0.3868
Si, 6.7748, 9.9372, 9.7357, -0.5848, -0.4064, 0.7146
Si, 9.6423, 7.1529, 9.4653, 0.5755, 0.023, 0.3826
Si, -1.6611, 9.0053, 14.6444, -0.0399, -0.0582, 0.2291
Si, 3.871, 1.8382, 9.2181, -0.4942, 0.4847, 0.346
Si, 13.3237, 8.4187, 12.1913, 0.1279, 0.1711, 0.1598
Si, -3.0087, 2.6595, 11.4145, -0.054, -0.0341, -0.1065
Si, -1.6586, 1.0361, 15.3963, 0.1707, 0.2087, 0.2026
Si, 1.4165, -1.8577, 15.0639, 0.106, 0.0412, 0.1829
Si, 2.6736, 1.6359, 12.7619, -0.122, 0.159, 0.0341
Si, 11.5177, -6.0548, 14.3246, 0.0404, -0.141, 0.1338
Si, 3.5867, 4.2375, 13.673, -0.1784, -0.2334, -0.1855
Si, 4.5961, 6.4493, 11.7284, -0.1964, 0.047, 0.2284
Si, 0.5436, 5.8672, 11.612, -0.1042, -0.2678, 0.0319
Si, -1.9012, 9.601, 11.4861, 0.0281, -0.1441, -0.1806
Si, 10.6274, 2.1321, 13.0568, 0.4321, -0.0117, 0.1713
Si, 4.0279, 12.6838, 15.3191, -0.1886, 0.0965, 0.2849
O, -0.6221, 1.2018, -0.7485, 0.1034, -0.4496, 0.1165
O, 2.0152, -1.6607, -3.8244, -0.1115, -0.2056, 0.0898
O, 3.4652, 1.9596, -0.5615, -0.2495, 0.2683, 0.0296
O, 1.5431, 3.8224, -0.4622, -0.1593, 0.1944, 0.8724
O, 0.0207, 5.4387, -1.6835, 0.2023, -0.2615, 0.6312
O, -0.627, 6.0513, -6.8537, -0.1646, 0.4971, -0.369
O, 2.1344, 9.4232, -6.4351, 0.1109, -0.4216, -0.7111
O, 2.3936, 7.9258, -1.6202, 0.1588, 0.032, 0.3251
O, 5.1874, 0.6707, -1.78, 0.0076, -0.1187, 0.5207
O, 6.5268, -1.3706, -0.6334, 0.3707, -0.0099, 0.198
O, 8.1369, 2.2378, -1.7215, -0.093, 0.0825, 0.2844
O, 6.4965, 4.2352, -0.6529, 0.0622, -0.053, 0.4467
O, 4.3557, 6.3836, -0.6941, -0.2225, 0.1653, 0.6467
O, -1.5743, 13.4701, -5.1538, -0.2462, -0.1307, -0.0309
O, 11.1373, 3.2694, -3.286, -0.0812, 0.0898, -0.1335
O, 2.6944, 2.8699, 9.7542, 0.3138, -0.3576, -0.4228
O, 4.01, 7.8891, 12.3013, -0.1785, -0.0913, -0.214
O, 5.4605, -0.0683, 10.1175, 0.4023, -0.0007, 0.0132
O, -1.0565, 10.9093, 10.9163, -0.0866, 0.2371, -0.5927
O, 6.2485, 8.4627, 9.2936, -0.1331, 0.3397, -0.374
O, 4.4234, 3.3151, 14.756, -0.1293, -0.2356, -0.0166
O, 3.6858, 6.2044, 10.4089, 0.0021, 0.2728, -0.1638
O, 5.8011, 4.0949, 9.3297, -0.1024, -0.4118, -0.3439
O, 2.2686, 4.9544, 14.3134, -0.0708, -0.045, -0.1313
O, 7.6202, 4.2407, 11.2668, -0.2769, -0.0055, -0.2614
O, 8.2312, 1.9949, 9.982, 0.0874, 0.0578, 0.2057
O, 7.412, 9.8951, 11.2517, 0.1993, 0.0979, -0.371
O, 9.2663, 8.3704, 10.4893, -0.0767, -0.1421, -0.1337
O, 12.3798, 7.1401, 11.8528, -0.0012, 0.0147, 0.0662
O, 6.4172, 12.8049, 11.8165, 0.0882, -0.0923, -0.1979
O, 3.854, 0.7574, 12.058, 0.3517, 0.1058, -0.0925
O, 8.2868, -2.9253, 15.4965, -0.074, 0.2874, 0.5808
O, 1.0924, 1.5264, 12.3087, -0.0111, 0.1594, 0.164
O, 9.1557, 9.1565, 13.031, -0.0244, 0.0826, -0.0856
O, 1.3022, -6.3113, 10.9896, -0.0918, 0.112, -0.6573
O, -0.8198, 0.9865, 14.021, -0.3305, -0.0371, 0.0607
O, 1.3296, -0.5758, 16.0883, -0.3172, 0.0292, 0.4974
O, 4.469, 5.3696, 12.9442, 0.0061, 0.1559, -0.2342
O, -4.7757, 6.2658, 11.1327, 0.1302, -0.2787, -0.513
O, -0.0713, 5.5847, 13.0814, 0.2665, 0.022, -0.1711
O, -2.2067, -11.3714, 15.3615, 0.1823, 0.0843, -0.0838
O, 3.1153, 3.1831, 12.5305, 0.0436, 0.0173, 0.3904
O, 10.747, -2.3198, 14.9585, -0.0436, 0.0777, -0.0651
O, 2.8321, 1.2674, 14.3483, 0.2445, 0.1768, -0.1341

Results
free energy: -29612.483 eV
free energy less fixed offsets of O -463.61, Si -117.95 eV per atom: -13.543 eV
pressure: -1.63 GPa
stress xx, yy, zz, yz, xz, xy (GPa, positive in tension): 1.33, 1, 2.56, 1.1, -0.32, -1.32
